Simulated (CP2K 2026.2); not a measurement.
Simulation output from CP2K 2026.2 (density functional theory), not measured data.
Periodic cell of 432 atoms, Si324O108, from a study of silicon, its oxide and their interface. The atomic structure is a simulated model.
Doubt: the forces sum to 1.88 eV/angstrom along one axis rather than to zero, so they err by at least 0.0044 eV/angstrom per atom on average; the grid cutoff is modest.

Settings: functional PBE; method Gaussian and plane waves; basis set DZVP-MOLOPT-SR-GTH; pseudopotentials GTH-PBE; grid cutoff 350 Ry, relative cutoff 50 Ry; k points Gamma only; occupations fixed; spin none; net charge 0.

Cell vectors (angstrom)
a	16.32	0	0
b	0	16.32	0
c	-6.6632	-0.3458	29.1698

Atoms and the computed forces on them: element, x, y, z (angstrom), force x, y, z (eV/angstrom)
Si	1.1216	15.2097	0.1675	0.052	-0.075	0.7293
Si	4.2849	1.1599	0.3016	-0.141	0.1416	0.6724
Si	-5.677	4.0165	29.1579	0.3222	-0.2918	0.6784
Si	3.826	6.916	0.1692	0.2095	-0.0372	0.7751
Si	-4.9617	8.878	29.0011	-0.334	0.3125	0.743
Si	4.4617	11.9507	0.0075	-0.1041	-0.0235	0.7874
Si	-0.1673	14.8781	29.0563	0.356	-0.228	0.6584
Si	9.3366	1.707	0.1599	0.0154	-0.2072	0.6816
Si	7.0219	3.7985	0.0007	-0.1413	0.2227	0.7125
Si	9.7442	6.5123	0.2371	0.0201	0.0934	0.7011
Si	-0.0164	9.346	28.9371	0.1616	-0.2335	0.6845
Si	3.1666	11.5718	28.7862	-0.2837	0.3489	0.6559
Si	12.4901	14.8165	0.1685	-0.3684	0.2616	0.683
Si	15.2235	1.1048	0.083	-0.1381	0.1284	0.7053
Si	11.8482	4.2637	0.2124	0.236	-0.0485	0.7301
Si	15.0456	6.5592	0.2735	-0.0159	0.2234	0.7667
Si	12.1664	9.8316	0.0966	0.0023	-0.2636	0.7138
Si	14.7067	12.515	0.3782	0.2677	-0.1904	0.6303
Si	2.6899	-0.0104	1.4965	-0.0155	-0.002	-0.002
Si	5.5026	2.7375	1.4572	0.0005	0.0344	-0.033
Si	2.6234	5.3836	1.3959	-0.0634	-0.0074	-0.0374
Si	5.4987	8.1568	1.2345	0.0108	0.0533	-0.0255
Si	2.7835	10.8264	1.2346	-0.0239	-0.0211	-0.0605
Si	5.5428	13.5691	1.2974	-0.0098	0.0146	-0.0154
Si	8.1432	-0.0058	1.2307	-0.0029	-0.0048	-0.1053
Si	10.7522	2.8058	1.6453	0.001	-0.0054	-0.0178
Si	8.1351	5.3485	1.443	0.0036	-0.0031	-0.0167
Si	10.9878	8.1616	1.3281	-0.0272	0.0542	-0.0182
Si	8.2285	10.8643	1.0865	0.0081	0.0031	-0.0325
Si	10.7993	13.5598	1.1704	-0.0296	-0.0498	-0.0699
Si	13.5898	0.0938	1.437	0.0407	0.0203	-0.0435
Si	0.0095	2.7078	1.3681	0.0211	0.0417	-0.0604
Si	13.5328	5.3262	1.4942	-0.0442	-0.0459	-0.0329
Si	0.003	8.2398	1.267	0.0418	0.0199	-0.0443
Si	13.5413	10.9422	1.5927	-0.0087	-0.0454	-0.008
Si	0.0566	13.6306	1.5055	0	0.0108	0.009
Si	1.3742	1.4129	2.7978	-0.0242	0.0022	0.042
Si	4.0666	4.0908	2.7317	-0.0091	0.0072	0.0045
Si	1.3008	6.8275	2.7147	0.0054	0.0061	0.0364
Si	4.1293	9.4942	2.6546	-0.0174	-0.0254	0.0138
Si	1.4492	12.1844	2.6875	0.0265	-0.0182	0.0054
Si	4.1044	14.8688	2.7067	0.0232	-0.0087	0.0122
Si	6.8457	1.3203	2.7461	0.0255	-0.0046	0.0486
Si	9.4192	4.118	2.9648	-0.017	0.0248	0.0353
Si	6.7865	6.8073	2.6752	-0.0023	0.0098	-0.0084
Si	9.5256	9.5222	2.5975	-0.0085	-0.0009	0.0074
Si	6.9379	12.2218	2.6027	-0.0054	-0.0219	0.0333
Si	9.4968	14.9367	2.5907	0.0138	0.0158	-0.0088
Si	12.2183	1.4029	2.8018	0.0097	-0.0095	0.0187
Si	14.9278	3.9838	2.7898	0.0434	-0.0052	0.0389
Si	12.256	6.8116	2.7839	-0.0024	-0.0223	0.0221
Si	14.9947	9.527	2.7389	0.0014	-0.0488	0.0119
Si	12.1102	12.3255	2.7687	-0.0213	0.0417	0.0512
Si	14.9451	15.0086	2.8074	-0.0371	-0.0014	0.0276
Si	0.0024	0.0354	4.1412	0.0065	0.0031	-0.0304
Si	2.7499	2.7427	4.1329	-0.0243	-0.0126	0.0119
Si	-0.0372	5.4389	4.0841	0.0045	0.0248	-0.0369
Si	2.7359	8.1569	4.0474	-0.0014	-0.0039	-0.0547
Si	0.0379	10.8853	4.0701	0.0039	0.0216	0.0181
Si	2.7622	13.5417	4.0877	-0.0217	0.0148	0.0029
Si	5.4428	-0.0421	4.0617	0.0223	0.013	-0.025
Si	8.1117	2.6674	4.2042	-0.0135	-0.0143	0.0086
Si	5.4183	5.474	4.0677	0.0141	-0.0262	-0.0183
Si	8.1676	8.1759	4.0127	0.027	0.0144	-0.0167
Si	5.4985	10.8892	3.9845	0.0004	0.0054	-0.0407
Si	8.1968	13.5954	4.0331	-0.0089	-0.0131	-0.0162
Si	10.8474	-0.0392	4.0427	-0.0039	-0.0259	-0.03
Si	13.5852	2.6944	4.1898	0.0105	0.0195	0.0096
Si	10.8655	5.503	4.173	-0.0051	-0.0142	-0.0093
Si	13.6385	8.1602	4.1105	0.0069	-0.0052	-0.023
Si	10.8134	10.88	4.0645	0.0106	-0.0135	-0.0194
Si	13.5499	13.6353	4.1112	0.0025	0.0114	-0.0074
Si	1.3811	14.9493	16.3748	-0.0269	0.0119	0.0468
Si	4.123	1.3363	16.3165	0.0056	-0.0316	-0.0026
Si	1.3449	4.0184	16.2305	0.0164	0.0017	0.0311
Si	4.1491	6.8585	16.2069	-0.0101	0.0155	-0.0063
Si	1.3957	9.539	16.2902	0.0056	-0.0017	-0.0049
Si	4.052	12.2403	16.393	0.0277	-0.0096	0.0217
Si	6.7406	14.8889	16.3699	0.0102	-0.0171	0.0234
Si	9.5355	1.3664	16.2808	-0.0027	0.0202	0.0282
Si	6.827	4.0881	16.3535	-0.0154	0.0194	-0.0033
Si	9.4653	6.8045	16.3066	0.019	0.0085	0.0066
Si	6.8195	9.5958	16.3665	0.0015	-0.0041	0.0319
Si	9.4432	12.2729	16.3412	-0.0156	-0.035	-0.0039
Si	12.2487	14.9983	16.3464	0.0133	0.0157	0.0028
Si	-1.3739	1.3618	16.3307	-0.0135	0.0267	0.0162
Si	12.289	4.0768	16.265	-0.0065	0.0003	0.0191
Si	-1.3592	6.8068	16.2347	-0.0174	-0.0109	0.018
Si	12.1446	9.4535	16.2733	-0.0043	0.0078	0.0055
Si	-1.3245	12.2473	16.2636	0.0161	0.0008	0.0215
Si	2.8202	-0.0316	17.7119	0.0185	-0.0358	0.0003
Si	5.4647	2.7038	17.6874	0.0084	-0.0063	0.0016
Si	2.8042	5.4058	17.4082	0.0263	0.0038	-0.0531
Si	5.4546	8.201	17.6596	-0.0249	-0.0128	-0.0144
Si	2.6978	10.8619	17.7528	0.0178	0.0266	0.0278
Si	5.372	13.5535	17.8452	0.0078	0.0142	0.0033
Si	8.1273	0.0023	17.5929	0.004	0.0234	-0.0316
Si	10.9727	2.6851	17.6127	0.0045	-0.0095	-0.0308
Si	8.172	5.4584	17.7379	0.0083	0.0007	0.0101
Si	10.7324	8.1708	17.7127	-0.0093	0.0335	-0.0131
Si	8.0796	11.0131	17.8198	-0.0397	-0.0153	0.0154
Si	10.8298	13.6406	17.6362	-0.0114	0.0259	-0.0195
Si	-2.7033	0.0204	17.7538	0.0058	0.0089	-0.0035
Si	-0.0249	2.7352	17.6819	-0.0195	0.035	0.0177
Si	-2.7061	5.4795	17.6169	-0.0302	-0.0103	0.0069
Si	0.0439	8.1302	17.5655	-0.0135	-0.0028	-0.0343
Si	-2.7163	10.8074	17.4713	0.0178	-0.0322	-0.0385
Si	-0.0173	13.5848	17.7215	-0.0165	-0.0358	-0.0246
Si	1.4437	1.3775	18.946	-0.0161	0.0379	0.0117
Si	4.1179	4.1862	18.8971	0.0263	0.0065	0.0131
Si	1.478	6.7132	18.7447	-0.0192	-0.019	0.0168
Si	4.0824	9.5001	19.0962	0.0349	0.0017	0.0283
Si	1.2865	12.1651	19.1198	-0.002	0.042	0.0581
Si	4.0292	14.8971	19.2631	-0.0375	0.0011	0.0549
Si	6.7563	1.2673	19.0351	-0.0275	-0.0436	0.0223
Si	9.5886	3.9947	18.9482	-0.0224	0.0142	0.0431
Si	6.8166	6.8972	19.0662	0.0269	-0.0009	0.0351
Si	9.4504	9.6489	19.1393	0.0168	-0.0044	0.0064
Si	6.6372	12.2269	19.3646	0.0201	-0.0253	0.0453
Si	9.4753	15.0228	18.9844	0.0163	-0.0228	0.0457
Si	-4.021	1.4133	19.1282	0.0119	-0.0004	0.068
Si	-1.3235	4.2176	19.0517	0.0492	0.0034	0.0226
Si	-4.2191	6.7071	18.9493	-0.0308	-0.0716	0.0272
Si	-1.4074	9.4136	18.8546	-0.0061	-0.0337	0.055
Si	-4.0458	12.2111	18.7661	0.0268	0.0023	-0.0028
Si	-1.3439	14.9856	19.1276	-0.0208	0.0049	0.0724
Si	0.3996	-0.2198	20.2934	-0.189	-0.0065	-0.7318
Si	2.5226	3.0826	20.1616	-0.0275	-0.0966	-0.7054
Si	0.384	5.3479	20.263	-0.2417	0.0203	-0.6632
Si	2.955	7.7825	20.1673	-0.0165	0.1697	-0.7257
Si	-0.4445	11.0021	20.2334	0.3666	-0.1069	-0.7908
Si	2.3868	13.6767	20.5618	0.2695	-0.1678	-0.7887
Si	5.6087	-0.1942	20.5503	-0.1835	0.146	-0.7143
Si	8.4447	2.3859	20.1737	-0.0706	0.0062	-0.7434
Si	5.2526	5.7063	20.319	0.1469	-0.156	-0.7101
Si	7.8491	8.5204	20.4524	-0.0069	0.0567	-0.659
Si	5.3841	10.5455	20.7714	-0.0475	0.2554	-0.5655
Si	7.8843	13.9815	20.3684	-0.123	-0.155	-0.7159
Si	10.6534	0.2257	20.3593	0.1913	-0.1002	-0.6983
Si	-2.8255	3.0657	20.4032	0.04	-0.2112	-0.6298
Si	11.0865	5.0821	20.3726	-0.0982	0.1937	-0.708
Si	-2.9913	8.2479	20.131	0.2357	-0.1513	-0.6354
Si	11.2873	10.6913	20.2137	-0.3709	0.1193	-0.672
Si	-2.5899	13.2993	20.2103	-0.0968	0.3534	-0.7323
Si	2.785	12.745	25.7935	0.0181	-0.2232	0.1096
Si	4.6689	1.9063	27.2103	0.0268	-0.0694	0.1547
Si	8.8405	10.5853	24.5127	0.1405	0.0002	0.1503
Si	2.7027	2.7874	24.9754	0.1821	-0.0142	-0.1254
Si	1.0688	7.3407	22.3877	-0.1528	0.076	-0.1753
Si	5.3721	14.0052	26.4546	0.1195	-0.1158	0.0604
Si	-2.5961	10.4673	24.2622	-0.0265	0.0322	0.1007
Si	2.6623	5.9465	24.6053	-0.1126	0.0137	0.256
Si	3.066	11.5923	22.8998	0.149	-0.0774	-0.2306
Si	4.3663	1.9046	22.5102	0.1139	-0.1263	-0.0814
Si	0.0481	1.0951	25.1808	-0.1298	-0.0402	-0.1396
Si	6.925	7.7985	27.2038	0.0473	0.0955	-0.0187
Si	0.221	14.4601	25.8867	-0.0723	0.041	0.1955
Si	0.211	10.0247	23.1438	0.0727	0.1216	0.104
Si	-1.174	5.2108	27.0883	0.0509	-0.1303	0.0686
Si	9.9095	7.0124	22.4422	0.031	-0.0583	-0.1057
Si	-2.7684	14.7231	25.2804	0.1743	0.2511	-0.0744
Si	-4.196	2.5336	24.4041	-0.054	-0.099	-0.0844
Si	5.6916	6.3181	25.1931	0.0606	0.0076	0.0355
Si	-3.2614	5.157	24.8253	-0.0777	0.0068	0.0326
Si	7.8381	14.758	25.2818	-0.0383	-0.1641	0.1146
Si	-4.1415	13.0233	27.2207	-0.0219	-0.0261	0.1837
Si	-3.8554	-0.0636	22.7387	-0.0662	-0.0126	-0.0212
Si	-4.291	12.4966	22.5242	0.0038	-0.122	-0.1933
Si	-4.9236	10.4087	26.285	0.029	-0.0904	-0.0331
Si	7.3914	1.2317	26.3978	-0.0651	-0.0073	0.1001
Si	1.2131	7.2627	27.0455	-0.0446	0.1423	0.0559
Si	7.7221	4.133	25.2216	0.0402	-0.0201	0.0125
Si	-5.7499	4.1471	26.1187	0.0408	-0.05	0.1156
Si	-1.3032	1.2233	22.3041	0.0052	0.1151	-0.0075
Si	8.0596	7.7991	24.4725	-0.0019	-0.0131	0.0793
Si	6.7474	3.8807	22.3935	-0.0847	0.0299	-0.0625
Si	7.6095	12.1969	26.7288	-0.0414	0.1509	0.042
Si	-3.4387	7.703	22.9332	-0.072	-0.1765	-0.1304
Si	9.2984	13.2679	23.0668	0.0367	-0.0027	0.0871
Si	-2.4916	1.1371	26.6433	-0.0235	0.0186	-0.0036
Si	1.3813	14.9387	5.4249	-0.0019	0.0018	-0.01
Si	4.098	1.3358	5.4427	-0.0028	-0.0015	-0.0116
Si	1.3596	4.1073	5.4521	0.0005	0.0042	-0.0155
Si	4.0701	6.8119	5.4413	-0.0095	0.0134	0.0028
Si	1.3865	9.5167	5.4276	-0.0121	-0.013	-0.024
Si	4.1381	12.2044	5.4188	0.0167	-0.0027	0.0003
Si	6.8141	14.9319	5.4145	0.0099	-0.0076	-0.0135
Si	9.5244	1.313	5.4721	0.0166	-0.0062	0
Si	6.7437	4.0868	5.4645	-0.01	0.0031	-0.0144
Si	9.4924	6.8603	5.4682	0.0084	0.0115	0.0096
Si	6.8102	9.5273	5.3904	-0.0022	-0.0107	-0.014
Si	9.5014	12.2396	5.4452	0.0136	0.023	0.0025
Si	12.2029	14.9747	5.4679	0.0143	0.0105	-0.0033
Si	14.9615	1.354	5.523	-0.0178	-0.0177	0.0163
Si	12.2283	4.1006	5.494	0.0038	0.0082	-0.0035
Si	14.9593	6.7909	5.477	0.004	-0.0263	0.0135
Si	12.2312	9.5401	5.4116	-0.0108	-0.0054	-0.0231
Si	14.9541	12.2452	5.4103	0.0071	-0.0051	-0.0156
Si	2.7288	-0.0172	6.794	0.0137	0.0052	-0.002
Si	5.4175	2.713	6.8253	-0.0006	0.0106	-0.006
Si	2.7194	5.4548	6.8145	-0.0048	0.0029	0.0004
Si	5.4481	8.1745	6.7741	-0.0137	-0.0083	-0.0033
Si	2.747	10.8708	6.7835	0.0019	-0.0174	-0.0024
Si	5.4587	13.5858	6.7883	-0.0044	0.0056	0.01
Si	8.1539	-0.0352	6.8122	0.0116	-0.0026	-0.0011
Si	10.8725	2.7057	6.8202	0.0109	-0.0171	-0.0078
Si	8.1379	5.4516	6.7943	-0.0029	0.0024	-0.0106
Si	10.88	8.1988	6.8066	-0.0126	-0.0078	-0.0026
Si	8.1408	10.8826	6.7902	0.0027	0.0201	0.0021
Si	10.8648	13.5899	6.8128	0.0165	-0.0104	0.0049
Si	13.5784	-0.0084	6.8369	-0.0021	-0.0003	0.0031
Si	0.0132	2.7402	6.8284	-0.0052	-0.0002	-0.0086
Si	13.5985	5.4488	6.8435	0.0014	0.0161	0.0004
Si	0.0174	8.1653	6.8001	0.007	-0.0155	-0.0004
Si	13.5983	10.8857	6.7818	0.0105	0.006	-0.0034
Si	-0.0016	13.5948	6.7808	-0.0286	0.0098	-0.0053
Si	1.3734	1.3533	8.1586	-0.0028	0.0025	-0.0108
Si	4.0661	4.08	8.175	-0.0108	-0.0266	0.003
Si	1.3636	6.8102	8.1737	0.0026	0.0006	0.0064
Si	4.0886	9.5156	8.1538	0.0056	0.0078	0.0079
Si	1.3653	12.2319	8.1331	0.0096	0.0093	-0.0088
Si	4.0929	14.9497	8.1473	-0.0067	0.0003	-0.0061
Si	6.8004	1.3508	8.1603	-0.0062	0.0157	-0.0048
Si	9.5007	4.0821	8.1517	0.0003	0.0064	-0.0118
Si	6.7877	6.8096	8.1535	0.0093	-0.0069	-0.0007
Si	9.5142	9.5454	8.1595	0.0205	0.0018	-0.0009
Si	6.8006	12.2377	8.1635	-0.0036	-0.0183	0.0118
Si	9.5118	14.9427	8.1808	-0.0044	-0.0057	0.0172
Si	12.2327	1.3579	8.1878	0.0162	0.0121	0.0041
Si	-1.3532	4.0871	8.1879	-0.0031	0.0059	0.0015
Si	12.2291	6.8234	8.1673	-0.0006	-0.0186	-0.0033
Si	-1.3598	9.5257	8.147	-0.0122	-0.0023	-0.0045
Si	12.2422	12.238	8.159	0.0052	0.0108	0.0035
Si	-1.3623	14.9425	8.1608	-0.0104	-0.0016	-0.0028
Si	0.0022	-0.0079	9.5051	-0.0098	0.003	0.0009
Si	2.7228	2.7096	9.531	0.0018	0.0198	0.0047
Si	0.0082	5.4479	9.5365	-0.0011	-0.0033	0.0013
Si	2.7276	8.1655	9.5248	-0.0064	-0.0194	-0.0014
Si	0.0003	10.8855	9.5103	-0.0014	-0.005	-0.0007
Si	2.7186	13.5946	9.4942	-0.0023	0.0012	0
Si	5.4414	-0.008	9.519	-0.0008	-0.0028	0.0004
Si	8.1528	2.7194	9.5199	0.0119	-0.0086	-0.0006
Si	5.4387	5.4427	9.5213	-0.0047	0.0012	-0.0011
Si	8.1564	8.169	9.5034	-0.0001	-0.0029	-0.0037
Si	5.439	10.8797	9.5116	-0.0101	0.014	0.0015
Si	8.1524	13.5917	9.5371	0.0071	-0.0046	0.0065
Si	10.8726	-0.0093	9.5358	0.0032	0.0157	-0.0038
Si	13.6028	2.7168	9.5282	-0.0076	-0.0082	0.0035
Si	10.8693	5.4446	9.504	0.0144	0.0078	-0.0014
Si	13.5982	8.1761	9.5208	0.0014	0.0005	0.002
Si	10.8754	10.8912	9.5263	-0.0074	0.0035	0.0034
Si	13.5979	13.5928	9.5269	0.0135	-0.0144	-0.0003
Si	1.3599	14.9484	10.8609	0.0113	0.0021	-0.0107
Si	4.0858	1.3482	10.8864	-0.0049	0.0022	0.002
Si	1.3701	4.075	10.8853	-0.0091	-0.0146	0.005
Si	4.0834	6.8017	10.8832	-0.0109	0.0109	0.0063
Si	1.3601	9.5285	10.8751	0.0066	0.0016	0.0058
Si	4.0806	12.2488	10.8569	-0.0084	-0.0157	-0.0069
Si	6.7955	14.9605	10.8908	-0.0015	0.0002	0.0073
Si	9.5124	1.3601	10.8822	0.0007	0.0008	0.0045
Si	6.7984	4.0798	10.8845	0.0004	0.0063	0.0047
Si	9.5175	6.8111	10.8592	-0.0088	-0.0184	-0.0146
Si	6.7973	9.5215	10.8667	0.0073	0.0025	-0.0048
Si	9.513	12.2392	10.8944	0.0171	0.0039	0.0066
Si	12.2373	14.9498	10.892	0.009	-0.0034	0.0035
Si	-1.3536	1.3479	10.8703	0.0025	0.0093	-0.0014
Si	12.2281	4.0791	10.8612	0.0086	0.0013	-0.0091
Si	-1.3655	6.8088	10.8771	0.0032	0.0012	0.0009
Si	12.2372	9.5335	10.886	-0.0016	-0.0023	-0.002
Si	-1.3598	12.24	10.8876	-0.0194	0.0185	0.0035
Si	2.7209	-0.0275	12.2283	-0.024	-0.0111	-0.0009
Si	5.4487	2.7061	12.2478	-0.0046	-0.0041	0.0109
Si	2.7344	5.4336	12.2429	-0.0045	-0.0107	0.0017
Si	5.4434	8.1699	12.2326	-0.0014	-0.0098	-0.0012
Si	2.731	10.8968	12.2178	0.0186	0.0265	-0.0108
Si	5.4248	13.6	12.2373	-0.0095	-0.0017	-0.0126
Si	8.1606	0.0015	12.2483	0.0179	0.0242	-0.0053
Si	10.8761	2.7246	12.2308	0.0115	0.0052	-0.0034
Si	8.1707	5.4546	12.2234	0.0261	0.0218	0.0023
Si	10.8658	8.1682	12.2288	0.0128	0.0005	0.004
Si	8.1382	10.88	12.2378	-0.0132	-0.0199	-0.0092
Si	10.8693	13.596	12.257	-0.0201	-0.0049	-0.0011
Si	-2.709	-0.0068	12.2354	-0.0053	0.0018	-0.0033
Si	0.0136	2.6982	12.2257	-0.0048	0.0092	0.0041
Si	-2.7299	5.4303	12.2129	-0.0164	-0.0012	0.0037
Si	-0.0076	8.1702	12.2339	-0.0023	-0.013	0.0026
Si	-2.7328	10.8968	12.2556	0.0092	-0.0063	0.0046
Si	0.0029	13.607	12.2407	0.0112	0.0012	0.003
Si	1.3598	1.3192	13.5853	0.0172	0.0044	-0.0048
Si	4.0926	4.0659	13.6067	-0.0034	0.0126	0.0203
Si	1.3652	6.8063	13.5775	-0.0005	0.0085	0.0113
Si	4.0994	9.5579	13.5804	-0.0196	-0.0118	-0.0073
Si	1.3864	12.2546	13.5822	-0.0068	-0.0141	-0.0074
Si	4.0709	14.9477	13.6114	0.0071	0.0034	0.0001
Si	6.8118	1.3537	13.6221	0.0098	-0.0244	0.0062
Si	9.5259	4.0971	13.5883	-0.0209	0.0016	-0.0014
Si	6.817	6.8173	13.58	-0.0114	-0.0065	-0.0086
Si	9.4959	9.5252	13.5908	0.0018	0.0051	-0.002
Si	6.7713	12.2376	13.5958	0.0127	-0.0005	-0.0036
Si	9.5057	14.9541	13.6136	-0.0013	0.0029	0.0059
Si	12.24	1.3549	13.5739	-0.0047	0.0108	0.0014
Si	-1.358	4.0636	13.552	-0.001	-0.0176	-0.0028
Si	12.2217	6.7839	13.5632	0.0101	0.0009	0.0024
Si	-1.3672	9.5311	13.5987	-0.013	0.0017	0.0125
Si	12.2173	12.246	13.6344	0.0056	0.0081	0.0084
Si	-1.3506	14.9683	13.6134	-0.0076	-0.0025	0.0079
Si	0.0149	-0.0083	14.999	0.0086	-0.0102	0.0205
Si	2.7336	2.6573	14.9314	-0.0209	-0.0095	-0.0015
Si	-0.0029	5.4208	14.9024	0.002	-0.0024	0.0104
Si	2.7391	8.1925	14.9038	0.0011	0.0058	-0.0065
Si	0.0355	10.8928	14.924	-0.0041	0.0126	-0.0052
Si	2.7195	13.594	14.9919	-0.0136	-0.0079	0.0198
Si	5.4522	-0.0354	14.9672	0.0193	0.0274	0.0041
Si	8.1765	2.7466	14.9575	0.0175	0.0087	-0.0015
Si	5.4928	5.4343	14.9313	0.0079	-0.0073	0.0139
Si	8.1312	8.1952	14.9689	-0.0108	-0.0086	0.0123
Si	5.4252	10.9072	14.9967	-0.0035	0.0086	0.0145
Si	8.1094	13.5984	14.9572	-0.0065	0.0197	-0.0195
Si	10.89	-0.0011	14.9431	-0.0018	-0.0116	0.0046
Si	-2.7028	2.7035	14.9174	0.0073	0.0017	0.0024
Si	10.8754	5.452	14.9628	0.0173	0.0035	0.0236
Si	-2.7592	8.1488	14.9122	0.0073	0.0209	-0.003
Si	10.8134	10.8877	14.9762	-0.0142	-0.0253	0.0153
Si	-2.7236	13.6219	14.9701	-0.0188	-0.0068	0.0054
O	9.0609	4.7161	25.9385	-0.3039	0.3417	0.0441
O	8.3208	11.5987	28.0489	0.2172	-0.6488	-0.2631
O	2.2192	6.7775	28.1894	0.1634	0.3461	0.0023
O	0.1956	14.4387	27.5213	0.0565	-0.0655	-0.0654
O	0.0248	0.7247	21.5653	0.2314	0.2234	0.1722
O	-2.4513	0.1317	21.9552	-0.0291	-0.2601	-0.4027
O	0.3253	8.4077	23.3566	-0.2109	-0.2748	0.4143
O	-1.4614	12.2072	20.6318	0.0355	0.0623	0.3578
O	1.3541	14.9092	20.908	-0.1711	-0.1329	0.3406
O	-3.8936	7.6724	28.7742	0.0342	-0.2173	-0.3611
O	5.527	2.9727	28.0955	0.5292	0.0753	-0.1527
O	7.6579	2.5629	25.5444	0.2332	-0.0288	-0.3756
O	6.6375	9.4822	21.1043	0.0958	-0.0276	0.3187
O	-4.328	1.3822	23.3043	-0.2044	0.2358	-0.0624
O	-0.9442	10.5748	24.1931	0.2181	0.4337	0.4762
O	3.4183	2.5298	21.3831	0.1716	0.2003	0.1503
O	5.9691	5.0959	21.657	-0.0939	0.2233	0.1794
O	6.5193	9.0999	28.0458	0.2023	0.3955	-0.3798
O	6.7976	15.0676	20.9917	-0.0735	-0.1938	0.3414
O	-2.8183	15.9056	26.3689	-0.0531	-0.1416	0.3495
O	1.3944	4.133	20.7481	-0.176	-0.1055	0.3173
O	8.8171	11.7847	23.4555	-0.1083	-0.1274	-0.2841
O	-1.154	10.4833	28.5539	-0.1214	-0.0955	-0.5269
O	-0.3622	3.9971	27.801	-0.1203	-0.1524	-0.4062
O	2.716	11.9238	27.2282	-0.4276	-0.2431	-0.2443
O	-3.1163	6.4974	23.9512	0.3859	0.0932	0.2665
O	0.0799	6.3575	21.5314	-0.3076	0.2299	0.5018
O	4.3495	10.4513	28.6275	-0.0407	-0.026	-0.5396
O	7.4927	6.669	28.1779	-0.1461	-0.3999	-0.035
O	-1.2366	14.1693	25.2092	-0.1224	-0.6258	-0.458
O	-5.2419	9.3219	27.4484	-0.3533	-0.209	-0.2158
O	3.6941	2.7236	26.2374	-0.0565	0.6208	0.2614
O	8.0769	8.0281	26.0841	0.2979	0.0154	0.2104
O	5.7782	1.0272	26.4386	-0.1545	-0.2402	-0.5407
O	6.6431	7.0926	24.1163	-0.2083	0.2006	-0.3928
O	4.1689	5.0821	28.8269	0.0821	0.2078	-0.2949
O	7.6826	4.3449	23.617	0.4553	0.1615	-0.1412
O	2.7645	12.9142	21.9723	0.0909	0.1584	0.232
O	10.336	10.2609	25.0695	0.2451	-0.3998	-0.4188
O	1.5314	2.3901	28.7227	-0.1472	-0.1157	-0.4928
O	6.0048	12.5257	26.7849	-0.2489	-0.4794	0.2042
O	13.7176	13.762	0.0521	0.1702	0.1164	0.0326
O	9.5367	5.1928	28.9313	0.1093	-0.1017	-0.3705
O	11.2893	15.8424	21.706	-0.2377	-0.5739	0.3147
O	-4.826	14.2157	28.0398	0.1929	0.0146	-0.3597
O	-4.026	4.0871	20.8817	0.165	0.0244	0.6203
O	11.1486	11.4385	21.6551	-0.4857	0.0143	0.2403
O	7.9902	1.4219	27.8863	0.0573	0.5665	-0.1799
O	-1.9072	4.8774	25.688	0.3813	-0.2126	-0.2983
O	8.3407	13.6101	26.3329	0.6427	0.3036	0.222
O	-4.5932	5.2475	25.7722	-0.2214	0.3483	0.1468
O	4.9552	0.5004	21.9033	-0.2164	-0.1031	0.1904
O	9.5196	1.3229	20.8217	0.0092	-0.0242	0.4129
O	3.8169	13.9565	26.0765	-0.2122	0.7106	0.1387
O	-3.7101	13.5323	25.7707	-0.1034	-0.1396	-0.5014
O	9.2629	6.8575	23.921	-0.0506	-0.3727	0.2043
O	6.2196	14.5983	25.2061	-0.2605	-0.0316	-0.6358
O	2.3757	4.3625	24.7725	-0.2095	0.0474	0.1246
O	8.8739	13.453	21.5346	0.1239	-0.3441	0.0148
O	9.6529	15.9323	28.8149	-0.0237	-0.0865	-0.2447
O	3.7049	0.9541	28.1172	-0.121	-0.7011	-0.2524
O	-3.9573	9.508	20.5223	0.0448	0.0963	0.0994
O	-5.1905	11.8284	27.0188	-0.5235	0.1375	0.1609
O	2.03	6.3563	23.199	0.0226	-0.3421	-0.442
O	-2.6149	7.5084	21.5468	0.3015	-0.5751	0.188
O	8.1276	-0.0435	25.7281	0.5982	0.1114	-0.0108
O	-3.3825	10.3825	25.71	0.2101	0.098	0.1401
O	8.7726	7.7667	21.5666	-0.0515	-0.274	0.0313
O	-3.4582	13.5315	21.5807	-0.2228	0.2971	0.1702
O	-1.9072	2.6033	21.6967	0.2413	0.4748	0.4995
O	1.9989	8.2492	21.4061	-0.0723	0.4558	0.0009
O	-0.9136	1.2979	23.8708	-0.2256	0.234	0.1572
O	4.2634	6.0886	24.5409	-0.0327	-0.125	-0.1735
O	8.2448	9.2626	23.8136	-0.2044	-0.0497	-0.4141
O	5.5222	14.9093	27.7938	0.0413	0.3574	-0.1892
O	-3.4962	3.8845	23.8395	0.3359	0.0028	-0.8005
O	-1.3343	-0.3164	28.9081	-0.1247	-0.1767	-0.0135
O	10.8963	13.341	23.3107	0.2548	0.1698	0.6878
O	1.6993	10.7122	23.1381	-0.0838	-0.3085	0.1663
O	8.5776	14.4527	23.8925	-0.0881	0.2872	-0.1839
O	4.0802	6.753	20.7927	0.0272	-0.1089	0.5429
O	-2.9729	1.5313	28.1267	-0.2783	0.4945	-0.1061
O	-0.1192	6.393	26.8741	-0.0379	0.1889	-0.0086
O	-3.2349	11.7274	23.4682	0.1564	0.1046	0.2198
O	-3.29	2.0501	25.6256	0.0242	0.3661	-0.0576
O	7.8132	11.0239	25.6619	-0.3384	-0.5076	0.2072
O	5.6263	2.8357	22.8923	0.1193	0.0069	0.5106
O	-3.4568	15.2459	23.9213	-0.0655	-0.1631	-0.0809
O	10.2987	5.6187	21.7104	-0.1998	-0.4045	0.349
O	-5.6305	2.9343	25.0355	-0.5775	-0.3574	-0.1582
O	5.5669	7.2738	26.4951	-0.4462	-0.0497	0.1892
O	-5.0258	7.8237	22.6087	0.042	0.2416	-0.031
O	3.3847	11.9914	24.4613	0.4377	-0.1295	0.1967
O	-5.419	3.5636	27.607	0.2304	-0.2427	-0.1761
O	7.756	3.1743	21.3896	0.305	-0.0857	0.1839
O	1.3138	13.3422	25.4489	-0.1149	-0.2089	-0.4368
O	2.0496	7.0123	25.6799	-0.0504	0.2119	-0.1167
O	0.6749	8.7355	27.5512	0.125	0.3715	-0.453
O	-2.9567	9.0834	23.555	0.1207	-0.0566	0.0979
O	0.6522	15.9155	25.3117	0.5984	0.0941	-0.2445
O	-2.3384	5.7118	28.064	-0.154	-0.3318	-0.2852
O	3.4272	1.8921	23.822	-0.3003	-0.3068	0.1395
O	1.2606	2.1243	25.2057	-0.0738	0.2184	0.085
O	4.3691	10.8875	22.0899	0.0689	-0.1974	0.4946
O	-0.9044	1.3796	26.4566	0.2896	0.2857	0.4038
O	-2.81	12.4664	27.9419	0.1809	0.325	-0.154
O	6.4089	4.9518	25.716	-0.2826	-0.1407	0.3198
O	-0.2862	10.217	21.6318	0.0485	-0.5203	0.0311

Results
total energy: -82016.774 eV
total energy less fixed offsets of O -438.35, Si -107.03 eV per atom: 2.746 eV
